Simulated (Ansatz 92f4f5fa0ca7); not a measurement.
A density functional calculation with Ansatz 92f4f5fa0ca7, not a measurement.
Periodic cell of 461 atoms, Si304O157, from a study of silicon, its oxide and their interface. The atomic structure is a simulated model.
Doubt: the cutoff is far below the 930 eV that the study's wrapper takes by default for these files, so forces and energies are approximate.

Settings
functional: PBE
potential files: Ansatz PAW
basis: plane waves
wave-function cutoff: 580 eV
density cutoff ratio: 5
exchange-correlation grid ratio: 1
k mesh: 1 x 1 x 1, Gamma-centred
self-consistency stop: 5e-08 eV per atom in the density residual
occupations: fixed
spin: none
net charge: 0

Cell vectors (angstrom)
a 15.4691 0 0
b 0 15.4691 0
c -6.848 -7.0335 34.3643

Atoms and the computed forces on them: element, x, y, z (angstrom), force x, y, z (eV/angstrom)
Si -12.977 -10.599 23.933 0.24 -0.058 -0.192
Si -2.601 -3.2 25.43 0.003 -0.066 -0.053
Si -4.493 -15.282 23.845 -0.196 -0.023 -0.174
Si -8.895 -10.952 24.119 -0.264 0.058 -0.288
Si 1.381 -3.102 25.773 -0.114 -0.025 -0.327
Si -1.032 -15.182 23.833 0.216 0.153 -0.146
Si -2.406 -10.991 25.348 -0.091 -0.183 0.174
Si -10.176 -7.024 25.621 -0.28 -0.196 -0.29
Si -11.694 -3.073 25.706 0.405 -0.066 0.074
Si -10.942 -10.965 25.295 -0.135 0.108 0.333
Si -7.667 -7.036 25.578 -0.045 -0.013 0.123
Si -6.662 -3.134 25.326 -0.229 0.203 -0.051
Si -7.108 -14.837 25.365 0.052 -0.116 -0.098
Si -2.323 -7.115 25.431 -0.046 0.151 -0.318
Si -4.585 -2.956 24.25 0.216 -0.091 -0.339
Si -2.776 -14.883 25.422 0.031 0.054 -0.049
Si 0.933 -8.935 26.872 0.051 0.237 -0.028
Si 0.932 -5.056 26.958 -0.07 -0.245 -0.067
Si -0.907 -2.891 23.73 -0.088 0.038 0.008
Si 1.403 -14.734 25.682 -0.499 -0.014 -0.114
Si -10.789 -5.044 26.816 -0.018 0.161 -0.018
Si -10.888 -12.814 26.824 0.151 0.03 -0.06
Si -6.985 -10.893 25.425 0.443 -0.007 -0.012
Si -6.966 -5.068 26.721 0.04 -0.054 0.084
Si -6.813 -1.265 26.787 -0.041 0.09 -0.036
Si -6.96 -12.84 26.742 -0.087 -0.294 0.033
Si -6.872 -8.961 26.764 -0.095 0.171 0.081
Si -2.85 -5.152 26.725 -0.079 -0.128 0.096
Si -2.846 -1.292 26.814 -0.11 -0.028 0.381
Si -2.899 -12.895 26.728 -0.025 0.068 -0.028
Si -2.85 -9.043 26.736 0.068 0.063 -0.238
Si 0.803 -6.947 25.532 -0.069 0.006 -0.189
Si 0.945 -1.169 27.012 -0.018 0.118 -0.093
Si 0.917 -12.765 26.886 -0.035 -0.08 -0.022
Si 0.744 -10.833 25.502 -0.472 -0.103 0.104
Si -10.89 -1.171 26.885 -0.09 -0.082 -0.041
Si -8.856 -12.85 28.153 -0.135 0.028 -0.024
Si -10.687 -9.04 26.807 0.019 -0.018 -0.055
Si -8.831 -4.993 28.185 0.033 -0.017 0.072
Si -8.807 -1.232 28.124 -0.04 0.024 -0.036
Si -11.647 -14.735 25.639 0.54 0.02 0.004
Si -8.768 -9.032 28.22 0 -0.065 -0.019
Si -4.91 -5.128 28.054 0.007 0.041 -0.082
Si -4.872 -1.256 28.165 0.153 -0.056 -0.09
Si -4.93 -12.861 28.073 0.037 0.05 -0.046
Si -4.865 -8.945 28.074 -0.005 -0.002 0.027
Si -1.034 -5.094 28.244 -0.106 -0.002 0.021
Si -1.012 -1.225 28.279 -0.233 0.042 -0.079
Si -1.045 -12.863 28.21 -0.052 0.025 -0.046
Si -1.017 -8.973 28.232 0.065 -0.085 0.053
Si 2.843 -5.154 28.286 0.089 -0.023 0.021
Si 2.811 -1.202 28.408 0.103 0.001 -0.009
Si 2.777 -12.749 28.304 0.083 0.004 0.02
Si 2.86 -8.955 28.213 0.131 0.005 -0.131
Si -8.795 -7.01 29.531 0.019 -0.002 -0.085
Si -8.791 -3.112 29.585 -0.063 -0.04 -0.071
Si -8.799 0.69 29.535 0.027 0.009 -0.004
Si -8.786 -10.947 29.588 -0.062 0.047 -0.076
Si -4.898 -7.032 29.513 -0.029 -0.012 -0.032
Si -4.907 -3.209 29.527 -0.021 0.045 -0.111
Si -4.909 0.703 29.533 0.079 -0.022 -0.066
Si -4.906 -10.902 29.487 -0.09 -0.019 0.006
Si -1.046 -7.032 29.591 -0.001 -0.044 -0.001
Si -1.042 -3.166 29.607 -0.011 -0.068 -0.036
Si -1.041 0.706 29.61 0.012 0.027 -0.039
Si -1.045 -10.922 29.583 0.05 0.079 -0.069
Si 2.828 -7.065 29.616 -0.04 0.01 0.031
Si 2.821 -3.203 29.63 0.064 0.067 -0.015
Si 2.814 0.77 29.644 -0.041 -0.047 0.028
Si 2.817 -10.838 29.627 0.034 -0.049 -0.036
Si -6.848 -7.034 30.946 0.011 0.031 -0.516
Si -6.848 -3.166 30.946 0.128 0.025 -0.264
Si -6.848 0.701 30.946 -0.072 0.002 -0.412
Si -6.848 -10.901 30.946 0.22 -0.126 -0.344
Si -2.981 -7.034 30.946 -0.09 0.047 -0.156
Si -2.981 -3.166 30.946 -0.133 -0.079 -0.076
Si -2.981 0.701 30.946 -0.118 0.092 -0.065
Si -2.981 -10.901 30.946 -0.15 -0.022 -0.291
Si 0.886 -7.034 30.946 -0.04 -0.108 0.154
Si 0.886 -3.166 30.946 -0.044 -0.129 0.322
Si 0.886 0.701 30.946 -0.103 0.154 0.426
Si 0.886 -10.901 30.946 -0.154 0.058 0.231
Si -10.715 -7.034 30.946 0.215 -0.056 0.049
Si -10.715 -3.166 30.946 0.088 0.05 0.267
Si -10.715 -14.768 30.946 0.206 0.087 0.133
Si -10.715 -10.901 30.946 0.097 0.029 0.204
Si 0.024 1.941 3.408 -0.022 -0.02 0.039
Si 0.007 5.806 3.422 0.005 0.014 -0.002
Si 0.029 -5.813 3.414 -0.059 0.007 0.023
Si 0.004 -1.934 3.402 0.011 0.015 0.047
Si 3.842 1.943 3.413 0.026 0.014 0.037
Si 3.862 5.801 3.425 -0.005 -0.003 0.064
Si 3.814 -5.811 3.408 0.073 0.005 0.021
Si 3.868 -1.936 3.398 -0.015 -0.026 0.068
Si 7.77 1.936 3.421 -0.064 0.005 0.04
Si 7.727 5.8 3.422 0.005 0.014 0.052
Si 7.779 -5.809 3.408 -0.084 -0.011 0.046
Si 7.72 -1.928 3.41 0.015 0.012 0.046
Si -3.911 1.944 3.417 0.05 0.019 0.061
Si -3.861 5.803 3.424 -0.018 -0.045 0.03
Si -3.888 -5.811 3.417 0.059 -0.007 0.057
Si -3.866 -1.934 3.399 -0.01 -0.019 0.034
Si -1.942 1.969 4.699 -0.045 0.007 -0.033
Si -1.919 5.892 4.787 0.084 -0.159 0.094
Si -1.924 -5.848 4.729 0.061 0.094 0.038
Si -1.931 -2.004 4.75 -0.023 0.06 0.006
Si 1.931 1.964 4.838 0.009 0.005 0.053
Si 1.932 5.756 4.815 -0.017 -0.017 -0.008
Si 1.918 -5.834 4.855 -0.016 -0.017 0.081
Si 1.941 -1.894 4.765 0.001 -0.003 -0.049
Si 5.804 1.946 4.715 0.039 0.016 0.009
Si 5.793 5.845 4.799 -0.001 -0.125 0.039
Si 5.792 -5.826 4.671 -0.044 0.048 0.009
Si 5.783 -1.984 4.777 -0.022 0.06 -0.023
Si 9.661 1.948 4.883 0.013 -0.02 0.034
Si 9.664 5.724 4.793 0.046 0.032 -0.011
Si 9.681 -5.823 4.847 0.011 0.03 0.081
Si 9.665 -1.853 4.754 0.015 -0.054 0.011
Si -1.981 -0.001 5.969 -0.076 -0.027 -0.14
Si -1.901 3.915 6.05 -0.08 0.08 -0.074
Si -1.898 -7.658 6.237 -0.037 -0.045 0.082
Si -1.894 -3.976 6.118 -0.135 -0.05 -0.055
Si 1.945 0.017 6.184 0.013 -0.083 0.036
Si 1.937 3.871 6.281 0.054 0.017 0.12
Si 1.887 -7.836 6.23 0.03 0.09 0.066
Si 1.926 -3.806 6.126 0.013 0.021 0.031
Si 5.762 0.007 6.041 0.005 -0.002 -0.137
Si 5.82 3.864 6.101 -0.091 0.023 -0.089
Si 5.766 -7.644 6.135 -0.065 0.013 0.045
Si 5.78 -3.982 6.091 0.152 -0.068 -0.016
Si 9.654 0.004 6.265 -0.047 0.015 -0.071
Si 9.647 3.87 6.308 0.129 0.04 0.068
Si 9.695 -7.856 6.166 -0.04 0.01 0.045
Si 9.68 -3.763 6.091 0.013 0.005 0.093
Si -0.106 -0.014 7.346 -0.045 0.024 -0.1
Si -0.091 3.894 7.574 0.048 0.052 -0.068
Si 0.003 -7.757 7.728 -0.032 -0.08 0.029
Si 0.021 -3.916 7.527 0.059 -0.069 -0.081
Si 3.922 0.019 7.526 0.131 0.243 -0.091
Si 3.976 3.852 7.576 -0.114 -0.037 -0.097
Si 3.837 -7.735 7.576 0.053 0.031 -0.107
Si 3.859 -3.919 7.478 -0.042 -0.035 -0.077
Si 7.603 -0.013 7.5 0.025 -0.124 0.015
Si 7.622 3.87 7.645 -0.003 -0.094 0.107
Si 7.712 -7.763 7.474 0.058 0.084 -0.11
Si 7.006 -1.977 8.703 0.016 -0.039 -0.124
Si -3.776 0.013 7.504 0.104 -0.012 0.102
Si -3.733 3.934 7.524 -0.106 0.016 -0.187
Si -3.853 -7.748 7.604 0.022 -0.048 -0.018
Si -3.841 -3.841 7.454 -0.035 0.062 -0.157
Si -0.688 1.862 8.622 0.155 -0.004 0.28
Si -0.664 5.729 9.022 -0.121 0.066 0.026
Si 0.683 -5.764 8.934 0.123 0.022 0.13
Si 4.515 1.918 8.894 -0.14 -0.031 0.054
Si 4.48 5.811 8.824 -0.021 -0.028 0.104
Si 3.22 -5.792 8.827 -0.198 0.044 0.131
Si 4.561 -1.959 8.608 -0.032 -0.035 0.304
Si 6.922 1.853 8.78 0.069 -0.047 -0.001
Si 6.953 5.874 8.797 0.117 0.126 0.275
Si 8.419 -5.813 8.622 0.331 0.059 0.14
Si 7.731 -3.873 7.438 -0.008 0.067 -0.198
Si -3.076 1.977 8.643 -0.158 0.033 0.136
Si -3.22 5.804 8.93 0.298 0.117 -0.029
Si -4.509 -5.747 8.715 -0.286 0.059 0.175
Si -3.12 -1.926 8.712 -0.006 -0.117 -0.07
Si -0.633 -1.914 8.61 0.098 0.059 0.346
Si -6.848 -8.967 32.313 0.016 0.003 -0.052
Si -6.848 -5.1 32.313 -0.009 0.011 -0.029
Si -6.848 -1.233 32.313 0.106 -0.024 -0.019
Si -6.848 -12.834 32.313 0.095 0.02 -0.011
Si -2.981 -8.967 32.313 -0.089 0.003 -0.031
Si -2.981 -5.1 32.313 -0.018 0.019 0
Si -2.981 -1.233 32.313 -0.103 -0.008 -0.016
Si -2.981 -12.834 32.313 -0.078 -0.018 -0.004
Si 0.886 -8.967 32.313 -0.077 -0.008 0.027
Si 0.886 -5.1 32.313 -0.016 0.03 0.024
Si 0.886 -1.233 32.313 0.049 0.014 0.006
Si 0.886 -12.834 32.313 0 -0.036 0.041
Si -10.715 -8.967 32.313 0.089 -0.014 0.012
Si -10.715 -5.1 32.313 0.079 0.019 -0.001
Si -10.715 -16.701 32.313 -0.07 -0.034 0.004
Si -10.715 -12.834 32.313 0.035 -0.005 0.025
Si -4.914 -8.967 33.68 0.012 -0.009 -0.011
Si -4.914 -5.1 33.68 0.015 0.005 0
Si -4.914 -1.233 33.68 0.002 0.04 -0.001
Si -4.914 -12.834 33.68 0.019 -0.024 0.009
Si -1.047 -8.967 33.68 0.044 0.013 0.025
Si -1.047 -5.1 33.68 -0.001 -0.039 -0.007
Si -1.047 -1.233 33.68 0.026 -0.012 -0.013
Si -1.047 -12.834 33.68 0.034 0.051 -0.007
Si -12.649 -8.967 33.68 0.003 -0.004 -0.003
Si -12.649 -5.1 33.68 -0.012 -0.009 0.017
Si -12.649 -16.701 33.68 0.002 0.019 0.003
Si -12.649 -12.834 33.68 -0.029 -0.02 0.007
Si -8.782 -8.967 33.68 -0.049 0.004 0.017
Si -8.782 -5.1 33.68 -0.015 -0.039 -0.011
Si -8.782 -16.701 33.68 -0.033 0 -0.008
Si -8.782 -12.834 33.68 -0.04 0.036 -0.004
Si 1.934 0 0.683 -0.019 -0.035 -0.017
Si 1.934 3.867 0.683 -0.01 0.078 -0.021
Si 1.934 7.734 0.683 0 -0.041 -0.046
Si 1.934 -3.867 0.683 -0.01 -0.007 -0.044
Si 5.801 0 0.683 -0.022 0.11 0.007
Si 5.801 3.867 0.683 -0.008 -0.058 0.007
Si 5.801 7.734 0.683 -0.015 0.027 0.034
Si 5.801 -3.867 0.683 -0.038 -0.074 0.037
Si -5.801 0 0.683 0.003 -0.068 -0.012
Si -5.801 3.867 0.683 0.007 0.124 -0.027
Si -5.801 -7.734 0.683 -0.014 -0.045 -0.045
Si -5.801 -3.867 0.683 0.015 -0.016 -0.044
Si -1.934 0 0.683 0.028 0.108 0.007
Si -1.934 3.867 0.683 0.018 -0.073 0.005
Si -1.934 -7.734 0.683 0.028 -0.01 0.036
Si -1.934 -3.867 0.683 0.039 -0.028 0.038
Si 0 0 2.05 0.03 0.038 -0.056
Si 0 3.867 2.05 0.032 0.1 -0.031
Si 0 7.734 2.05 0.217 -0.056 -0.086
Si 0 -3.867 2.05 0.145 -0.08 -0.014
Si 3.867 0 2.05 -0.028 0.064 -0.039
Si 3.867 3.867 2.05 -0.06 0.073 -0.033
Si 3.867 7.734 2.05 -0.179 -0.083 -0.064
Si 3.867 -3.867 2.05 -0.19 -0.068 -0.073
Si 7.734 0 2.05 0.014 0.049 -0.034
Si 7.734 3.867 2.05 0.042 0.011 0.01
Si 7.734 7.734 2.05 0.18 -0.068 -0.055
Si 7.734 -3.867 2.05 0.166 0 -0.004
Si -3.867 0 2.05 -0.014 0.07 -0.028
Si -3.867 3.867 2.05 -0.044 0.074 -0.023
Si -3.867 -7.734 2.05 -0.18 -0.062 -0.038
Si -3.867 -3.867 2.05 -0.163 -0.069 -0.031
Si -8.74 -8.677 21.798 0.045 -0.02 -0.207
Si -8.325 -3.792 22.976 -0.013 -0.097 -0.295
Si -9.374 -13.413 17.837 0.101 -0.029 0.041
Si -7.006 -6.614 23.386 -0.099 -0.017 0.183
Si -4.129 -7.669 22.849 -0.062 0.198 -0.008
Si -9.711 -15.402 23.478 -0.048 -0.182 -0.063
Si -8.849 -13.03 21.959 0.085 0.322 -0.51
Si -4.608 -10.778 23.236 -0.002 -0.11 -0.117
Si 2.548 -2.578 21.236 0.161 0.09 -0.221
Si -12.394 -7.462 23.392 0.054 0.122 0.155
Si 0.537 -2.48 11.396 -0.239 0.16 0.054
Si 0.633 2.1 11.502 -0.231 -0.005 -0.046
Si 0.368 5.283 11.241 -0.125 -0.019 -0.468
Si -0.42 -5.339 11.068 0.156 -0.105 -0.301
Si 8.347 5.416 11.539 -0.043 0.057 0.038
Si 3.575 5.472 11.02 -0.071 -0.053 -0.282
Si 4.366 -5.648 10.913 -0.14 -0.085 -0.379
Si 3.594 -2.722 11.442 0.151 -0.002 -0.047
Si 8.544 2.236 11.266 0.075 -0.076 0.12
Si 3.783 2.284 11.197 0.253 -0.1 -0.207
Si 7.488 -5.644 10.754 0.097 -0.199 -0.592
Si 8.04 -2.557 10.729 -0.257 0.295 -0.262
Si -3.429 -0.032 12.717 0.308 0.109 0.182
Si -4.003 5.482 11.177 0.225 -0.129 -0.372
Si -3.556 -5.383 10.879 0.046 -0.126 -0.519
Si -4.24 -2.379 10.727 0.283 0.133 -0.162
Si 4.89 1.384 14.019 -0.008 0.091 0.12
Si 7.248 5.056 14.407 -0.038 -0.137 0.337
Si 4.863 3.804 15.702 0.118 -0.107 0.031
Si 4.619 -1.583 14.187 -0.095 0.072 0.212
Si 9.68 -6.173 12.768 -0.09 -0.106 0.084
Si 0.005 -5.926 18.681 0.142 0.228 -0.085
Si -5.216 -7.177 15.582 -0.087 0.057 0.328
Si -3.921 2.326 10.794 0.329 -0.085 -0.39
Si 4.214 -7.746 12.994 -0.013 0.037 0.118
Si 7.732 -1.955 13.644 -0.062 -0.056 0.268
Si 8.016 2.027 14.281 -0.182 0.157 0.308
Si -11.053 -6.869 20.774 0.276 0.087 -0.229
Si -9.094 -4.424 20.206 -0.012 -0.086 -0.357
Si 0.331 -12.171 18.684 0.037 -0.039 -0.088
Si 5.908 -6.155 14.862 -0.006 -0.087 0.356
Si -5.166 -4.334 16.57 0.156 0.012 0.22
Si -3.878 -6.456 20.165 -0.212 0.082 -0.234
Si 8.311 -4.068 14.281 -0.089 0.045 0.344
Si -0.244 -6.444 13.854 0.015 0.106 0.079
Si -2.707 -9.028 15.99 0.01 0.058 0.075
Si -1.778 -8.89 13.196 0.028 -0.082 -0.049
Si -3.608 -1.66 16.854 0.139 0.012 0.1
Si 2.377 -10.248 17.174 0.072 -0.066 -0.012
Si -8.373 -9.868 19.158 0.075 -0.068 -0.166
Si -11.26 -3.046 18.527 0.134 0.077 0.018
Si -4.355 -3.76 21.315 -0.087 0.001 -0.31
Si 0.431 -4.341 15.861 -0.024 0.093 0.114
Si 2.664 -7.517 18.304 0.074 0.029 -0.02
Si 2.607 -15.2 20.61 0.019 -0.07 -0.282
Si -7.899 -8.137 16.565 -0.035 -0.048 0.165
Si -0.571 -1.29 16.101 -0.023 0.095 0.098
Si -0.362 -0.214 13.338 -0.154 0.004 0.261
Si 2.122 -7.982 15.377 0.031 0.035 0.205
Si -2.276 -10.403 18.593 -0.075 0.015 0.016
Si 1.059 -15.088 18.106 0.008 -0.088 -0.1
Si -11.449 -15.527 18.022 0.016 -0.1 -0.027
Si 2.159 -12.212 21.15 0.104 -0.139 -0.439
Si -0.471 -3.617 20.84 0.135 0.202 -0.235
Si -7.051 -12.625 19.383 0.023 0.095 -0.192
Si -6.232 -5.007 19.513 -0.058 -0.028 -0.132
Si -5.536 -0.039 15.054 0.151 0.146 0.266
Si -2.703 -14.449 21.486 -0.144 -0.04 -0.303
Si -4.21 -12.037 20.379 -0.024 -0.131 -0.41
Si -1.691 -7.503 18.289 -0.379 -0.299 -0.003
Si 3.558 -4.146 15.788 -0.012 0.066 0.284
Si -10.633 -11.621 20.017 0.19 -0.046 -0.293
Si -2.664 -1.655 19.913 -0.192 -0.037 -0.156
Si -10.932 -2.889 23.521 -0.159 -0.189 0.111
O -8.535 -3.435 21.384 0.096 0.095 0.337
O -5.955 -14.61 24.188 -0.004 -0.005 0.217
O -5.434 -6.733 23.038 0.038 0.096 0.002
O -7.9 -7.418 22.314 0.062 0.028 0.01
O -4.049 -14.74 22.364 -0.079 0.028 0.005
O -8.483 -12.414 23.42 0.028 0.065 0.078
O -4.817 -11.51 21.794 -0.04 0.1 0.32
O -3.071 -7.204 23.969 0.062 -0.031 0.135
O -0.739 -7 24.904 -0.12 -0.022 0.503
O 0.635 -3.155 24.258 0.022 0.034 0.221
O -5.498 -6.431 19.874 0.086 -0.005 0.065
O 0.516 -14.784 24.241 0.153 0.013 0.233
O -3.181 -11.209 23.899 0.05 0.065 0.137
O -0.822 -10.879 24.866 0.194 -0.037 0.284
O 1.822 -6.794 24.219 -0.006 -0.01 0.178
O -10.971 -7.121 24.134 0.26 0.005 0.241
O -9.83 -4.116 23.51 -0.026 0.009 0.146
O -11.045 -14.674 24.078 -0.212 0.028 0.15
O 3.882 3.91 11.413 0.03 0.067 0.057
O -0.128 1.586 10.167 -0.137 0.024 -0.152
O -0.415 -9.374 12.429 0.068 -0.009 0.177
O 0.234 -1.65 10.029 -0.196 -0.028 -0.182
O 2.023 -3.13 11.442 0.062 -0.067 -0.046
O 8.554 1.682 12.787 0.061 -0.045 -0.284
O 5.926 -6.168 10.756 0.084 -0.003 0.041
O 3.905 -1.821 10.133 0.115 0.005 -0.06
O 7.395 1.54 10.362 -0.093 0.082 -0.126
O -4.134 -1.212 11.859 -0.152 -0.147 0.023
O 7.546 -9.307 10.342 -0.184 -0.086 -0.301
O -7.421 -11.137 18.793 -0.016 -0.011 0.083
O 9.64 -2.578 10.365 0.032 -0.135 0.059
O -1.975 -5.864 10.889 -0.166 0.084 -0.021
O -7.341 -5.054 23.125 0.032 -0.073 -0.042
O -11.809 -4.105 17.422 -0.055 -0.068 -0.087
O -12.225 -11.427 20.196 -0.048 0.018 0.105
O -10.148 -5.511 20.808 -0.128 -0.086 0.125
O -10.16 -14.762 17.363 -0.015 0.026 0.038
O -10.148 -8.158 21.185 -0.087 -0.057 0.073
O -8.986 -9.734 22.999 0.046 -0.252 0.313
O -10.283 -12.88 19.065 -0.133 0.055 0.142
O -3.726 -2.318 20.948 0.008 0.055 0.115
O -2.198 -1.279 16.131 -0.056 -0.022 -0.043
O -4.724 -1.42 23.658 0.1 -0.013 0.213
O -4.448 -3.938 22.921 -0.107 0.101 0.187
O 2.002 -4.468 15.404 0.021 -0.025 -0.073
O -1.439 -14.274 22.51 0.223 -0.017 0.136
O -4.628 -9.181 23.033 -0.013 -0.151 0.013
O -3.008 -13.105 20.62 0.112 -0.113 0.164
O 2.706 -7.149 16.689 -0.04 -0.067 -0.024
O -12.668 -9.075 23.381 -0.096 -0.044 -0.193
O 0.786 -12.159 20.262 -0.037 0.019 0.129
O -12.059 -3.311 22.4 0.066 0.02 0.104
O 0.331 3.698 11.67 0.008 0.029 0.071
O 3.961 -2.685 15.185 0.047 0.092 -0.156
O 0.297 -6.077 12.35 0.067 0.005 -0.017
O -0.052 -0.273 14.937 0.005 0.011 -0.199
O 7.583 5.7 12.952 0.105 0.089 -0.217
O 4.013 -1.83 12.711 -0.036 -0.007 -0.118
O 4.453 -4.105 11.45 -0.028 0.07 0.046
O -5.487 1.896 10.592 -0.111 -0.004 0.021
O 1.702 -9.474 15.9 -0.045 0.065 -0.067
O 8.875 -1.085 14.416 -0.125 -0.064 -0.159
O 7.751 -1.612 12.037 0.087 0.126 -0.014
O 7.498 -4.049 11.155 0.065 -0.092 0.214
O -3.203 1.329 11.858 -0.105 0.048 0.126
O -3.629 -3.795 11.305 -0.119 0.033 0.049
O 4.652 1.568 12.402 -0.057 0.046 -0.057
O -5.796 -7.174 14.054 -0.023 0.055 -0.31
O 1.366 -11.356 17.738 -0.028 0.018 -0.013
O -0.51 -3.734 11.429 0.025 0.066 0.045
O 2.092 -11.524 22.614 0.04 0.181 0.295
O -6.451 -7.397 16.637 0.125 0.085 -0.109
O 5.606 -7.189 13.636 0.05 -0.069 -0.101
O -4.008 -3.191 16.452 -0.065 -0.116 -0.089
O -1.091 -1.292 23.347 0.057 -0.052 0.075
O -3.37 -1.566 18.453 0.012 -0.006 0.104
O -3.434 -4.944 20.634 0.048 -0.003 0.112
O 5.636 4.815 14.664 0.016 0.041 -0.102
O 0.067 -16.21 17.491 0.052 -0.021 0.074
O 4.156 2.603 14.842 -0.027 0.006 -0.079
O 4.561 -5.305 15.227 0.023 0.001 -0.103
O -5.556 -9.566 11.511 0.01 0.019 0.151
O -1.162 -3.755 22.332 0.005 0.057 0.291
O 0.823 -7.31 14.709 -0.017 -0.044 -0.04
O -12.294 -2.914 19.767 -0.127 -0.033 0.138
O -1.793 -7.828 16.665 0.076 -0.038 0.156
O -9.8 -3.519 19.057 0.007 0.012 0.077
O -4.547 -5.732 15.97 0.006 -0.026 -0.065
O 3.248 -8.105 14.236 0.019 -0.028 -0.084
O -7.854 -9.337 20.601 0.01 0.038 0.207
O 3.597 -6.573 12.031 -0.02 0.054 -0.008
O -1.941 -0.515 13.129 -0.102 -0.031 -0.069
O 2.649 -16.457 21.631 -0.033 0.084 0.083
O -1.309 -2.57 19.891 0.139 -0.106 0.15
O -3.785 3.854 11.393 -0.092 0.093 0.108
O -10.051 -12.02 21.481 -0.063 -0.095 0.18
O 8.957 -3.89 15.779 -0.164 -0.081 -0.242
O -7.636 -12.901 20.879 -0.093 -0.075 0.283
O -0.334 -5.024 20.016 0.001 -0.106 -0.039
O -4.323 0.3 14.023 -0.072 -0.027 -0.113
O 2.584 -13.776 21.383 -0.034 0.043 0.154
O 6.494 1.432 14.358 0.035 -0.012 -0.049
O -4.81 -16.107 16.399 -0.129 0.056 -0.098
O 4.416 -9.077 12.082 -0.01 -0.011 0.102
O -4.382 -6.29 11.96 0.029 -0.021 0.227
O 0.085 1.249 12.786 0.14 0.173 -0.209
O 7.065 -5.128 14.382 0.098 0.017 -0.116
O 7.756 -9.386 15.548 -0.011 -0.057 -0.19
O 8.419 -6.526 11.781 -0.09 -0.029 0.279
O 6.412 -7.064 16.133 -0.024 0.102 -0.149
O -11.547 -15.268 19.634 -0.005 0.03 0.14
O -2.037 -9.644 14.629 0.012 0.02 -0.069
O 8.298 3.829 11.239 -0.067 -0.021 -0.022
O -5.841 -3.887 20.639 0.079 0.007 0.168
O 1.275 -15.425 19.686 0.002 0.046 0.134
O 8.048 3.635 14.545 0.003 -0.008 -0.092
O 0.438 -1.446 12.643 0.119 -0.191 -0.199
O -8.518 -15.275 24.592 0.061 0.128 0.119
O -0.024 -2.79 15.852 0.049 -0.113 -0.019
O -11.114 -1.623 17.767 -0.053 0.086 -0.007
O 2.631 -9.151 18.365 -0.023 0.016 -0.013
O 2.225 1.825 11.332 0 -0.077 0.077
O -11.555 -7.021 19.221 -0.007 0.002 0.063
O 9.494 -4.635 13.293 0.09 -0.129 -0.062
O -9.942 -10.313 19.332 -0.1 -0.074 0.096
O -3.51 -7.503 21.349 0.015 -0.103 0.193
O -1.571 -8.984 19.047 0.051 0.123 -0.064
O -9.282 -14.594 22.109 -0.043 -0.254 0.237
O -5.425 -12.726 19.489 0.077 0.025 0.114
O 1.014 -3.042 21.161 -0.132 -0.068 -0.002
O 9.049 1.323 15.348 0.004 -0.109 -0.113
O -12.283 -6.849 21.864 -0.148 -0.063 0.24
O -1.609 -7.309 13.602 -0.12 -0.009 -0.021
O -10.127 -1.49 23.127 0.104 0.276 0.057
O 6.236 -1.688 14.231 0.104 0.041 -0.026
O -11.697 -10.923 16.648 -0.046 0.027 -0.017
O 2.553 -15.101 17.386 0.048 0.033 0.043
O -4.174 -8.408 15.668 0.03 0.002 -0.048
O -3.133 -6.872 18.783 0.161 0.112 0.079
O -0.502 -5.099 14.746 -0.026 -0.096 -0.066
O 1.37 -6.786 18.971 -0.227 0.001 -0.049
O -5.624 -4.481 18.111 0.032 0.016 -0.067
O -5.79 -11.142 24.277 -0.158 0.006 0.19
O 0.21 -4.953 17.363 -0.078 -0.177 0.142
O -3.035 -9.153 12.196 -0.112 0.007 0.119
O -8.295 -8.713 18.03 -0.033 0.021 0.06
O -7.817 -13.655 18.332 -0.05 0.02 0.024
O -7.659 -2.709 24 0.234 0.066 0.296
O -7.844 -5.2 19.487 0.044 0.005 0.079
O -2.86 -10.238 17.071 0.043 0.026 -0.073
O -9.424 -12.295 16.654 -0.024 0.03 -0.034
O 4.258 -0.026 14.56 0.005 -0.097 -0.118
O 0.307 -13.656 18.016 0.003 0.108 0.061
O -3.535 -10.804 19.548 0.01 0.078 0.084
O -1.165 -11.576 18.609 0.037 -0.046 0.002
O -2.349 -15.617 20.407 0.025 0.181 0.238
O 1.943 5.775 11.151 0.225 -0.009 -0.003

Results
free energy: -282550.484 eV
free energy less fixed offsets of O -568.88, Si -635.61 eV per atom: -10.884 eV

The program warned: the cutoff lies below the one the program advises for these potential files; the exchange-correlation potential is rough where the density is thin.
